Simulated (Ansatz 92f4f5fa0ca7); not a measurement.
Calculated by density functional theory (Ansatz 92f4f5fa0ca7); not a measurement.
Periodic cell of 222 atoms, Si131O89B2, from a study of silicon, its oxide and their interface. The atomic structure is a simulated model.
Doubt: the cutoff is far below the 930 eV that the study's wrapper takes by default for these files, so forces and energies are approximate.
This geometry differs little from another in the collection (a relaxation step or a small displacement).

Settings
functional: PBE
potential files: Ansatz PAW
basis: plane waves
wave-function cutoff: 580 eV
density cutoff ratio: 5
exchange-correlation grid ratio: 1
k mesh: 1 x 1 x 1, Gamma-centred
self-consistency stop: 5e-08 eV per atom in the density residual
occupations: fixed
spin: none
net charge: 0

Cell vectors (angstrom)
a 10.938 0 0
b 0 10.938 0
c 0 0 32.1988

Atoms and the computed forces on them: element, x, y, z (angstrom), force x, y, z (eV/angstrom)
Si 10.5561 0.2281 24.9083 0.0151 0.0156 -0.0296
Si 5.6956 10.6481 24.7345 0.0344 0.0334 0.0274
Si 2.5435 2.9617 24.6659 -0.0266 -0.0299 -0.0046
Si 8.4155 2.4882 24.8804 0.0111 -0.0027 -0.034
Si 0.32 5.2287 24.7652 -0.0347 -0.0233 -0.0003
B 5.6179 5.2966 24.9616 0.003 -0.016 -0.0108
B 2.5149 8.4749 24.7983 -0.0148 -0.025 0.0274
Si 7.9039 8.3761 24.7327 0.0336 0.0309 0.0151
Si 1.3594 1.3895 26.0329 0.0119 -0.0115 -0.0144
Si 6.8151 1.2928 26.1347 -0.015 -0.0053 -0.0153
Si 4.1763 4.1784 25.9495 -0.0466 -0.0239 0.0175
Si 9.6314 4.1056 26.1046 -0.0048 0.0168 -0.0196
Si 1.4868 6.9741 25.8939 -0.0038 -0.0281 0.0102
Si 6.7012 6.7405 25.9831 0.0196 0.0622 0.0215
Si 3.9971 9.4567 25.9066 0.0581 0.0081 0.0152
Si 9.4367 9.5379 26.1647 -0.0015 -0.0118 -0.0118
Si 2.743 -0.0224 27.3412 -0.0317 0.0145 0.0011
Si 8.1538 -0.02 27.556 -0.0275 -0.0238 0.0381
Si 0.0162 2.7176 27.4748 0.0245 0.0225 0.0347
Si 5.4361 2.7416 27.3907 0.0187 -0.0083 0.0006
Si 2.7743 5.5344 27.3421 -0.0097 0.0024 0.005
Si 8.1892 5.4876 27.3802 0.0117 -0.0281 0.004
Si 0.0113 8.1793 27.368 -0.0075 0.016 0.0021
Si 5.3926 8.1612 27.3762 0.0021 0.0091 0.0039
Si 4.0795 1.3579 28.7504 0.0072 -0.0019 0.0127
Si 9.5779 1.3592 28.8383 -0.0041 -0.0014 0.0075
Si 1.3976 4.145 28.7447 -0.0152 -0.0204 -0.0046
Si 6.8383 4.0956 28.7534 -0.0087 0.0109 0.0097
Si 4.0923 6.8263 28.8021 -0.0044 -0.0023 -0.0073
Si 9.5738 6.8306 28.757 -0.0025 0.0067 0.0107
Si 1.3683 9.5679 28.7379 0.0091 -0.0102 0.0078
Si 6.7568 9.5222 28.8034 0.0214 0.0165 -0.0096
Si 0.0175 -0.0186 30.1531 0.0016 0.0023 0.007
Si 5.4463 0.0054 30.1505 -0.0064 0.0063 -0.0007
Si 2.7301 2.7458 30.1287 -0.0032 -0.0014 -0.0031
Si 8.197 2.7418 30.1534 0.0023 -0.0014 0.0083
Si 0.0052 5.4677 30.1354 -0.0005 0.0031 -0.003
Si 5.4767 5.4598 30.1439 0.0099 -0.0089 0.0028
Si 2.7236 8.2092 30.141 -0.0074 0.0083 0.0041
Si 8.1996 8.1962 30.1394 0.0031 -0.0004 -0.004
Si 1.3673 1.3673 31.515 0.0557 0.0659 -0.072
Si 6.8362 1.3673 31.515 -0.0342 0.0106 -0.0701
Si 4.1018 4.1018 31.515 0.0423 -0.0839 -0.0571
Si 9.5708 4.1018 31.515 0.0332 0.0589 -0.0637
Si 1.3673 6.8362 31.515 -0.0652 0.0593 -0.0933
Si 6.8362 6.8362 31.515 0.0713 -0.0768 -0.0086
Si 4.1018 9.5708 31.515 -0.1704 0.0163 0.0016
Si 9.5708 9.5708 31.515 -0.034 -0.0572 -0.0447
Si 2.7345 0 0.6835 0.0774 -0.0139 0.1371
Si 8.2035 0 0.6835 -0.0407 0.0617 -0.0645
Si 0 2.7345 0.6835 -0.0609 -0.0221 0.0932
Si 5.469 2.7345 0.6835 0.0697 -0.0571 0.0386
Si 2.7345 5.469 0.6835 -0.0352 0.1441 -0.1127
Si 8.2035 5.469 0.6835 0.0848 -0.0572 0.1212
Si 0 8.2035 0.6835 0.0603 -0.1303 0.0069
Si 5.469 8.2035 0.6835 -0.0058 0.0485 0.0753
Si 4.122 1.3604 2.0586 0.0033 -0.0001 -0.0039
Si 9.5661 1.3575 2.055 0.0002 -0.0029 0.0027
Si 1.3687 4.1207 2.0394 -0.0035 0.0029 -0.0041
Si 6.8496 4.0851 2.0605 0.0036 -0.0075 -0.0005
Si 4.1051 6.8288 2.0553 0.0018 -0.0005 -0.0004
Si 9.5787 6.8366 2.055 0.0012 0.0005 -0.0042
Si 1.3788 9.553 2.0536 0.0005 -0.0009 -0.0014
Si 6.8287 9.5912 2.0524 -0.0022 0.0029 -0.0015
Si -0.0075 -0.032 3.3944 0.0109 0.0146 0.0148
Si 5.4901 0.0129 3.4746 -0.0058 -0.0001 -0.0091
Si 2.775 2.7839 3.3699 -0.0096 -0.0192 0.021
Si 8.1922 2.697 3.4535 0.0044 0.0124 -0.0083
Si 0.0201 5.48 3.4367 -0.0061 -0.0015 -0.0046
Si 5.4835 5.4653 3.4111 0.0028 0.0037 0.0081
Si 2.7687 8.2095 3.4491 -0.0085 -0.0005 -0.01
Si 8.2065 8.2265 3.3857 0.0024 -0.0057 0.0155
Si 1.3923 1.3913 4.6415 -0.0013 0.002 -0.0176
Si 6.8456 1.3508 4.9119 0.0008 -0.0029 0.0118
Si 4.1565 4.087 4.809 0.0023 0.0048 -0.0073
Si 9.575 4.0859 4.7666 -0.0009 -0.0039 0.0046
Si 1.4138 6.8339 4.8215 0.0034 0.0033 0.005
Si 6.8254 6.8878 4.7381 0.0001 0.0025 -0.006
Si 4.1361 9.5774 4.8511 0.0045 0.0041 0.0126
Si 9.556 9.5524 4.7977 -0.006 -0.0031 -0.0082
Si 2.746 0.1093 6.0686 -0.0005 0.0047 -0.0001
Si 8.2054 -0.0592 6.2744 -0.0009 -0.0006 0.0019
Si 0.0271 2.6766 6.0502 0.003 -0.0025 0.0031
Si 5.477 2.7284 6.2982 -0.0026 -0.0028 0.0013
Si 2.8157 5.4807 6.1843 0.001 0.0009 0.0031
Si 8.1726 5.4803 6.0507 -0.0011 0.001 0.0007
Si 0.0136 8.1881 6.1605 -0.0014 -0.0015 0.0022
Si 5.5287 8.2234 6.2435 0.0016 -0.0021 0.0019
Si 3.8379 1.5739 7.6081 -0.0027 -0.0037 -0.0094
Si 9.8368 1.1448 7.4603 0.0036 0.0064 -0.0087
Si 1.631 3.8033 7.3183 -0.0073 -0.0051 -0.0092
Si 6.6487 4.4188 7.4921 0.003 0.0075 -0.0027
Si 4.402 6.6368 7.5577 0.002 0.0022 -0.0072
Si 9.3687 6.9478 7.4128 -0.0031 -0.0005 -0.0078
Si 1.1395 9.9196 7.3049 -0.0001 0.0046 -0.0037
Si 7.1628 9.2292 7.6834 -0.0027 -0.0014 -0.0109
O 8.3185 8.0917 7.9239 -0.002 -0.0036 0.0073
O 2.7186 2.7383 7.9574 0.0027 -0.0029 0.0047
O 9.5249 1.3901 24.359 -0.003 -0.0059 0.064
O 0.0263 0.0291 7.9636 0.0018 -0.0014 0.0049
O 5.522 5.5121 8.0447 0.0016 -0.001 0.0031
O 6.8171 9.5288 24.2207 -0.0122 -0.0148 -0.0205
O 1.4218 4.1066 24.2146 0.0152 0.0126 -0.008
O 3.8547 7.3918 8.9463 -0.0015 0.0007 0.0031
O 0.8237 4.3776 8.6172 0.0001 0.0031 0.0051
O 9.814 6.1678 8.8061 0.0009 -0.0004 0.0025
O 2.104 9.3882 8.5211 -0.001 0.0004 0.0021
O 7.5034 3.9292 8.8191 -0.001 -0.0011 0.0013
O 4.2687 0.9277 9.0789 0.0007 0.0006 0.0048
O 6.7406 9.553 9.2437 -0.0002 0.0003 0.0048
O 9.2087 1.8623 8.8082 -0.0028 0.0009 0.0055
O 7.7568 3.0628 23.4859 -0.0015 -0.0018 -0.0171
O 10.4674 5.7898 23.4368 0.0052 0.0133 0.0003
O 5.1498 0.4775 23.3842 -0.0152 0.0059 -0.0155
O 6.0096 5.0139 23.6956 -0.0066 0.0282 0.0192
O 3.1068 2.2108 23.2899 0.0081 0.0068 0.0014
O 2.1722 8.9501 23.5664 0.0008 0.0326 -0.0288
O 8.6439 7.7669 23.3803 0.002 -0.0144 -0.013
O 0.0051 10.3926 23.5207 -0.0024 -0.0112 -0.0279
Si 4.4082 1.6133 22.4872 -0.0032 -0.0017 0.0003
Si 3.4827 7.9171 14.061 -0.0003 -0.0001 -0.0024
Si 7.1041 0.9581 14.6837 -0.0002 0.0002 -0.0022
Si 0.8741 9.4092 22.6032 -0.0236 0.0288 -0.0009
Si 1.1736 4.3081 11.9014 -0.0008 0.0002 -0.0029
Si 6.258 8.9645 15.3409 -0.0001 0.0002 -0.0015
Si 0.6716 1.3657 12.333 -0.0003 0.0005 -0.0022
Si 8.5999 4.9867 20.5564 0.0055 -0.0028 -0.0036
Si 0.3239 5.7096 9.3777 0.001 -0.0014 -0.003
Si 5.0843 3.1328 17.9499 -0.0004 -0.0004 -0.0023
Si 0.8598 3.7384 16.7924 -0.0011 0.0001 -0.0011
Si 10.3576 2.8328 19.2773 0.0006 -0.0005 0.0009
Si 5.2785 1.1849 10.3584 -0.0003 0.0006 -0.0023
Si 0.8803 0.1781 19.9132 -0.0034 0.0029 -0.0056
Si 6.6453 9.4623 10.8815 -0.0003 0.0014 -0.004
Si 9.3367 9.6848 18.3689 0.0011 0.0025 0
Si 9.387 9.2512 12.6005 0.0001 0.0007 -0.0022
Si 6.6032 3.8529 22.68 0.0283 -0.0427 -0.0102
Si 2.4366 8.0749 9.4001 0.0002 -0.0012 -0.0027
Si 10.5742 7.3679 17.1145 -0.0013 0.0005 -0.0012
Si 2.4965 6.2882 16.6121 -0.0013 0.0005 -0.0025
Si 10.1734 4.493 14.2141 0.0002 0 -0.0028
Si 6.1331 9.1967 18.5382 0.0013 0.0017 -0.0021
Si 7.9686 2.5747 9.5911 0.002 -0.0014 -0.0028
Si 8.8737 2.1489 12.4719 -0.0004 0.0007 -0.0021
Si 5.3277 6.2517 18.0872 0.0009 0 -0.003
Si 3.9186 0.5772 19.4862 -0.0022 0.0006 -0.0011
Si 4.2708 3.842 12.0588 -0.001 -0.0002 -0.0019
Si 5.5441 6.6029 12.158 -0.0006 -0.0001 -0.0021
Si 7.9951 2.4928 17.2511 0.0009 0.0005 -0.0011
Si 4.3499 2.4869 14.9789 -0.0004 0.0006 -0.0027
Si 1.5266 1.2151 15.293 -0.0014 0.0003 -0.0022
Si 1.5693 9.4112 12.0731 -0.0001 0.0002 -0.0029
Si 8.0486 6.8522 13.8919 0 0.0004 -0.0022
Si 10.3739 9.8397 15.5227 -0.0012 0.0006 -0.0011
Si 9.834 7.0033 22.5643 -0.0002 -0.005 0.0058
Si 8.091 5.4788 17.4504 -0.0001 -0.0002 -0.0025
O 6.0438 7.9624 11.3131 -0.0004 0.0001 0.002
O 6.0261 9.2173 16.9207 -0.0005 0 0.0013
O 7.6728 1.3715 13.219 -0.0003 0.0005 0.0014
O 0.8748 1.7484 13.9051 -0.0002 0.0001 0.0015
O 9.4197 6.244 16.939 -0.0003 0.0006 0.0026
O 6.7648 6.2003 13.153 -0.0002 0.0002 0.002
O 5.1154 4.6656 18.6284 -0.0008 0.0007 0.0026
O 9.2012 2.1273 18.3136 -0.002 0.0003 0.0003
O 2.3544 0.1129 19.135 0.0034 0.001 0.0015
O 9.4209 10.2487 16.8125 0.0002 -0.0005 0.0004
O 2.7814 4.4409 11.7238 0.0002 -0.0001 0.0018
O 5.0538 10.3337 19.1228 0.0004 -0.0001 0.0017
O 9.4158 3.25 13.5138 -0.0006 0.0002 0.0015
O 0.4203 1.7622 20.0211 -0.0002 -0.0001 0.0016
O 3.1389 1.376 15.0947 -0.0004 0.0001 0.0024
O 8.1012 5.3715 19.0684 -0.0017 0.0007 0.0024
O 3.8794 6.6072 17.4195 -0.0002 0.0003 0.0024
O 4.5768 3.3027 16.3902 -0.0002 0.0004 0.0021
O 9.0624 5.6726 14.35 -0.0003 -0.0001 0.0016
O 5.4248 2.8595 22.1779 -0.0213 -0.0151 -0.0013
O 10.6695 4.1468 15.7122 -0.0005 0.0004 0.0015
O 0.297 3.8519 18.3249 0.0007 0.0011 0
O 10.4263 10.4958 19.2889 -0.0016 -0.0014 0.0011
O 9.6359 10.0291 14.0635 -0.0007 0.0002 0.0013
O 10.9993 8.0764 22.158 -0.0115 -0.0217 -0.0015
O 1.173 2.1562 16.571 -0.0002 -0.0006 0.0021
O 9.6495 3.7321 20.4516 -0.0014 0.0015 0.0028
O 8.1329 4.025 16.728 -0.0011 0.0007 0.0017
O -0.0444 9.1072 11.9381 -0.0007 0.0001 0.0019
O 6.563 2.4178 18.033 -0.001 0.0003 0.0018
O 5.5798 10.7195 11.2069 -0.0003 -0.0001 0.0023
O 7.7428 9.604 18.8783 -0.0023 -0.0006 0.0018
O 10.0229 1.0244 12.0905 -0.0005 -0.0001 0.0023
O 1.3077 6.9608 9.102 -0.0007 0.0008 0.0018
O 0.6196 4.7682 13.3731 -0.0006 0.0004 0.0022
O 5.6977 7.6324 19.0009 -0.0011 -0.0002 0.0029
O 5.2328 5.0895 11.5363 -0.0003 0.0004 0.0019
O 2.704 6.9644 15.1422 -0.0003 0.0006 0.0019
O 0.913 2.7387 11.5006 -0.0004 0 0.0018
O 0.8599 10.68 15.5793 -0.0001 0.0003 0.0022
O 2.4059 8.5951 10.9361 -0.0003 0.001 0.0024
O 4.693 2.4351 11.2809 -0.0001 0.0007 0.0016
O 4.2429 3.5093 13.6889 -0.0003 0.0003 0.0015
O 2.1811 4.6775 16.5534 0.0001 0 0.002
O 10.6774 8.2477 15.7335 -0.0002 0.0004 0.0016
O 6.9151 10.2896 14.6821 -0.0003 0.0005 0.0019
O 2.3356 8.9392 13.4547 -0.0002 0.0002 0.0021
O 8.0116 1.5189 15.9352 -0.0007 -0.0005 0.0011
O 4.1317 6.9921 12.8864 -0.0004 0.0001 0.0022
O 4.1487 2.0182 18.7135 -0.0001 0.0003 0.0026
O 7.2653 4.5773 21.3987 0.0061 0.0172 -0.0204
O 8.4105 2.9242 11.1188 0.0003 0.0004 0.0028
O 1.1678 6.8729 17.389 0.0003 -0.0001 0.0019
O 5.6365 1.5695 14.7754 -0.0004 -0.0001 0.0021
O 8.127 9.7579 11.6169 -0.0005 -0.0002 0.0019
O 9.2653 6.3223 21.2043 0.0008 0.001 0.0033
O 8.9597 7.7188 12.8862 -0.0003 0.0003 0.0018
O 1.6512 0.1194 11.9245 -0.0004 0 0.0024
O 6.6323 6.1466 17.0825 -0.001 0.0003 0.0018
O 7.3873 7.8008 15.0631 -0.0005 0 0.0019
O 1.2502 10.2869 21.2885 0.0052 -0.0029 -0.0033
O 10.0173 8.2019 18.3915 0 -0.0007 0.0018
O 3.9843 0.9042 21.0891 0.0006 0.0008 -0.0005
O 0.3216 5.32 10.9453 -0.0003 0.0001 0.0025
O 6.6984 1.5722 9.6555 -0.0012 0.0001 0.0014
O 4.7635 8.6972 14.7242 -0.0009 0.0003 0.002

Results
free energy: -134205.575 eV
free energy less fixed offsets of B -154.04, O -568.88, Si -635.61 eV per atom: -2.265 eV

The program warned: the cutoff lies below the one the program advises for these potential files; the forces do not sum to zero within the program's tolerance; the exchange-correlation potential is rough where the density is thin.
